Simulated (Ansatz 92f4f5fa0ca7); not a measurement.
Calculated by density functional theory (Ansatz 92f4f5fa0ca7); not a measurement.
Periodic cell of 223 atoms, Si132O90P1, from a study of silicon, its oxide and their interface. The atomic structure is a simulated model.
Doubt: the cutoff is far below the 930 eV that the study's wrapper takes by default for these files, so forces and energies are approximate.
This geometry differs little from another in the collection (a relaxation step or a small displacement).

Settings: functional PBE; potential files Ansatz PAW; basis plane waves; wave-function cutoff 580 eV; density cutoff ratio 5; exchange-correlation grid ratio 1; k mesh 1 x 1 x 1, Gamma-centred; self-consistency stop 5e-08 eV per atom in the density residual; occupations fixed; spin none; net charge +1 e, with a uniform compensating background and no finite-size correction.

Cell vectors (angstrom)
a, 10.938, 0, 0
b, 0, 10.938, 0
c, 0, 0, 32.1988

Atoms: element, x, y, z (angstrom)
Si, 10.5591, 0.2404, 24.8789
Si, 5.7458, 10.7091, 24.7207
Si, 2.4856, 2.9429, 24.6092
Si, 8.4165, 2.4704, 24.7973
Si, 0.2869, 5.1851, 24.7481
Si, 5.1164, 5.7789, 24.6522
Si, 2.906, 8.0195, 24.6369
Si, 7.9291, 8.462, 24.7157
Si, 1.3404, 1.3934, 25.9942
Si, 6.8476, 1.3246, 26.1122
Si, 4.036, 4.1295, 25.9703
Si, 9.5979, 4.0731, 26.0463
Si, 1.3784, 6.8337, 26.0235
Si, 6.75, 6.8659, 25.984
Si, 4.1004, 9.5721, 25.9756
Si, 9.4514, 9.5729, 26.1482
Si, 2.717, 0.0073, 27.3329
Si, 8.1553, -0.001, 27.5574
Si, 0.0022, 2.7253, 27.4527
Si, 5.4362, 2.764, 27.3472
Si, 2.735, 5.477, 27.4336
Si, 8.1711, 5.4831, 27.3219
Si, -0.017, 8.1993, 27.3844
Si, 5.4329, 8.2107, 27.4234
Si, 4.0757, 1.3827, 28.7267
Si, 9.5804, 1.3703, 28.836
Si, 1.358, 4.1109, 28.7969
Si, 6.8248, 4.1169, 28.7253
Si, 4.1018, 6.8339, 28.8002
Si, 9.5359, 6.8278, 28.7363
Si, 1.3636, 9.5821, 28.7348
Si, 6.7771, 9.5543, 28.8466
Si, 0.0184, -0.0094, 30.1604
Si, 5.4191, 0.0238, 30.1501
Si, 2.7325, 2.7357, 30.1433
Si, 8.188, 2.7622, 30.1312
Si, -0.0324, 5.474, 30.128
Si, 5.4839, 5.4675, 30.1467
Si, 2.721, 8.2208, 30.1244
Si, 8.1941, 8.1852, 30.1547
Si, 1.3775, 1.3658, 31.5309
Si, 6.822, 1.3871, 31.4878
Si, 4.1109, 4.0988, 31.5093
Si, 9.558, 4.1091, 31.5151
Si, 1.3478, 6.8505, 31.4733
Si, 6.8445, 6.8228, 31.54
Si, 4.0749, 9.5799, 31.5203
Si, 9.5738, 9.5602, 31.5121
Si, 2.7371, 0.0023, 0.7172
Si, 8.1926, 0.014, 0.6502
Si, -0.0065, 2.7398, 0.6864
Si, 5.4801, 2.7366, 0.689
Si, 2.7285, 5.4977, 0.6407
Si, 8.2144, 5.4583, 0.7156
Si, 0.0081, 8.1924, 0.6812
Si, 5.465, 8.2161, 0.6847
Si, 4.1324, 1.3681, 2.0676
Si, 9.5564, 1.3556, 2.043
Si, 1.3761, 4.1391, 2.0172
Si, 6.8477, 4.0836, 2.0757
Si, 4.0976, 6.8354, 2.0433
Si, 9.588, 6.8384, 2.0638
Si, 1.3757, 9.5451, 2.0613
Si, 6.8318, 9.6056, 2.0401
Si, -0.0151, -0.0314, 3.3865
Si, 5.496, 0.0144, 3.4763
Si, 2.7724, 2.7951, 3.3593
Si, 8.1933, 2.6927, 3.4557
Si, 0.0295, 5.4788, 3.4364
Si, 5.4735, 5.4706, 3.4064
Si, 2.7681, 8.2061, 3.4511
Si, 8.2056, 8.2342, 3.377
Si, 1.3898, 1.3949, 4.6234
Si, 6.8485, 1.3494, 4.9163
Si, 4.1537, 4.0891, 4.8056
Si, 9.58, 4.0835, 4.7612
Si, 1.4168, 6.8321, 4.8254
Si, 6.8235, 6.8919, 4.7265
Si, 4.1374, 9.5778, 4.8469
Si, 9.5539, 9.5538, 4.7933
Si, 2.7447, 0.1144, 6.0531
Si, 8.2083, -0.0607, 6.2732
Si, 0.0297, 2.6723, 6.042
Si, 5.4762, 2.729, 6.2934
Si, 2.8168, 5.4784, 6.1859
Si, 8.1739, 5.4808, 6.0368
Si, 0.0127, 8.189, 6.1548
Si, 5.5297, 8.2239, 6.2356
Si, 3.8372, 1.5711, 7.6012
Si, 9.8422, 1.1419, 7.4563
Si, 1.6305, 3.798, 7.3132
Si, 6.6549, 4.4173, 7.4838
Si, 4.4087, 6.6338, 7.5504
Si, 9.3686, 6.946, 7.4049
Si, 1.1439, 9.9203, 7.2943
Si, 7.1628, 9.2275, 7.6751
O, 8.3132, 8.0852, 7.9108
O, 2.7188, 2.7348, 7.9518
O, 9.5136, 1.3438, 24.2242
O, 3.9974, 6.9006, 24.075
O, 0.0332, 0.0279, 7.9573
O, 5.5314, 5.5125, 8.0338
O, 6.8495, 9.5945, 24.1655
O, 1.3686, 4.0822, 24.1364
O, 3.8628, 7.3871, 8.9366
O, 0.8118, 4.3694, 8.6041
O, 9.8149, 6.1684, 8.7968
O, 2.1187, 9.3837, 8.498
O, 7.5124, 3.9255, 8.8055
O, 4.2691, 0.9182, 9.0657
O, 6.7427, 9.5544, 9.2314
O, 9.2136, 1.8594, 8.8007
O, 7.6834, 3.1609, 23.5035
O, 10.583, 5.9417, 23.431
O, 5.1082, 0.4825, 23.3895
O, 5.8213, 5.108, 23.3273
O, 3.1146, 2.2419, 23.2423
O, 2.1815, 8.794, 23.2005
O, 8.6561, 7.8235, 23.3614
O, 0.1482, 10.2806, 23.5215
Si, 4.4039, 1.6025, 22.4437
Si, 3.489, 7.9194, 14.0325
Si, 7.1252, 0.9388, 14.6771
P, 0.8989, 9.3801, 22.535
Si, 1.1789, 4.3022, 11.8829
Si, 6.2631, 8.9438, 15.3251
Si, 0.6777, 1.3584, 12.2952
Si, 8.6589, 4.976, 20.5031
Si, 0.3281, 5.7097, 9.362
Si, 5.0939, 3.096, 17.9381
Si, 0.8851, 3.7216, 16.7419
Si, 10.3955, 2.8353, 19.2394
Si, 5.2817, 1.1771, 10.3445
Si, 0.8686, 0.1629, 19.8527
Si, 6.6473, 9.4566, 10.8694
Si, 9.3373, 9.6365, 18.345
Si, 9.3899, 9.2455, 12.5868
Si, 6.5635, 3.8743, 22.5635
Si, 2.4401, 8.0675, 9.3792
Si, 10.5941, 7.3463, 17.0745
Si, 2.5119, 6.2709, 16.5759
Si, 10.1733, 4.4754, 14.1896
Si, 6.1372, 9.1486, 18.522
Si, 7.969, 2.5687, 9.5805
Si, 8.8783, 2.1287, 12.4556
Si, 5.333, 6.2124, 18.0711
Si, 3.9332, 0.5306, 19.4741
Si, 4.2806, 3.8314, 12.0473
Si, 5.5447, 6.5964, 12.1345
Si, 8.0087, 2.4731, 17.2373
Si, 4.3667, 2.4677, 14.9618
Si, 1.5474, 1.198, 15.2521
Si, 1.5718, 9.4076, 12.049
Si, 8.0499, 6.8383, 13.8715
Si, 10.3905, 9.8314, 15.5002
Si, 9.8119, 7.0397, 22.5455
Si, 8.1133, 5.4697, 17.4054
O, 6.0462, 7.9557, 11.2918
O, 6.0228, 9.1836, 16.9101
O, 7.6849, 1.3452, 13.2094
O, 0.8943, 1.734, 13.8693
O, 9.4262, 6.243, 16.872
O, 6.7633, 6.1967, 13.1323
O, 5.1276, 4.628, 18.6217
O, 9.2168, 2.1278, 18.315
O, 2.3544, 0.0409, 19.1478
O, 9.4484, 10.231, 16.8102
O, 2.788, 4.4235, 11.7228
O, 5.0598, 10.287, 19.1237
O, 9.4232, 3.2226, 13.503
O, 0.4371, 1.7353, 19.9964
O, 3.1605, 1.3497, 15.0626
O, 8.1928, 5.3956, 19.0247
O, 3.8898, 6.5728, 17.4002
O, 4.5724, 3.2692, 16.3889
O, 9.0555, 5.6479, 14.3207
O, 5.4593, 2.7865, 22.0736
O, 10.671, 4.1304, 15.6914
O, 0.348, 3.8294, 18.2882
O, 10.4218, 10.4384, 19.3096
O, 9.6385, 10.0251, 14.0532
O, 10.9305, 8.2127, 22.0557
O, 1.197, 2.1385, 16.5346
O, 9.7504, 3.7586, 20.4309
O, 8.1449, 4.0036, 16.714
O, -0.0422, 9.1038, 11.9269
O, 6.5765, 2.3878, 18.0215
O, 5.5842, 10.7146, 11.1957
O, 7.751, 9.556, 18.865
O, 10.0287, 1.009, 12.0661
O, 1.3142, 6.9544, 9.0599
O, 0.6196, 4.7555, 13.3549
O, 5.7043, 7.5901, 18.993
O, 5.2352, 5.081, 11.5178
O, 2.7142, 6.9704, 15.1211
O, 0.9045, 2.7379, 11.4694
O, 0.8739, 10.6705, 15.5593
O, 2.3993, 8.5789, 10.9157
O, 4.6987, 2.4254, 11.2684
O, 4.2663, 3.4966, 13.6796
O, 2.2003, 4.6617, 16.4936
O, 10.7045, 8.2428, 15.71
O, 6.9309, 10.2723, 14.6886
O, 2.3436, 8.9451, 13.432
O, 8.0414, 1.4934, 15.9303
O, 4.132, 6.9892, 12.8609
O, 4.1599, 1.9703, 18.7095
O, 7.3269, 4.4905, 21.2835
O, 8.4045, 2.9114, 11.1108
O, 1.1802, 6.8409, 17.3639
O, 5.6652, 1.5634, 14.7854
O, 8.1283, 9.7493, 11.6065
O, 9.2752, 6.3231, 21.2099
O, 8.9674, 7.7135, 12.8809
O, 1.6572, 0.1137, 11.8827
O, 6.6404, 6.1159, 17.0713
O, 7.3902, 7.7775, 15.0547
O, 1.2322, 10.2608, 21.3115
O, 10.0394, 8.1658, 18.3695
O, 3.9466, 0.8428, 21.084
O, 0.3423, 5.3316, 10.9315
O, 6.6968, 1.5682, 9.6321
O, 4.7714, 8.6937, 14.7005

Results
free energy: -135857.991 eV
free energy less fixed offsets of O -568.88, P -755.39, Si -635.61 eV per atom: -2.881 eV

Forces (eV/angstrom), in the order of the atoms: element, x, y, z
Si, 0.0008, 0, 0.0002
Si, 0.0034, 0.0005, 0.0001
Si, -0.0009, -0.0018, -0.0011
Si, 0.0015, -0.0023, -0.0029
Si, 0.0007, -0.0013, -0.0004
Si, 0.0002, 0.0012, -0.0063
Si, 0.0076, -0.0038, 0.0168
Si, -0.0001, 0.0021, -0.0012
Si, -0.0069, 0.0019, 0.002
Si, 0.0024, -0.0042, 0.0037
Si, -0.0002, -0.0006, 0.0018
Si, 0.0025, -0.0016, 0.0027
Si, 0.0049, -0.001, 0.0011
Si, 0.0005, 0.002, 0.0014
Si, 0.0016, -0.0052, 0.0026
Si, -0.0027, 0.0046, 0.0027
Si, 0.0015, 0.0011, -0.0019
Si, -0.0003, -0.0001, -0.0052
Si, 0.0013, -0.0033, -0.0056
Si, 0.0009, 0.0005, -0.0002
Si, -0.0059, 0.0001, -0.0015
Si, -0.0006, -0.0006, -0.0009
Si, -0.001, -0.0019, -0.0007
Si, 0.0014, 0.0057, -0.0028
Si, 0, 0.0005, 0.0016
Si, -0.0006, 0.0005, -0.0015
Si, 0.0022, 0.0009, -0.0007
Si, -0.0008, -0.0004, 0.0001
Si, 0.0001, -0.0016, 0.0011
Si, 0.0009, 0.0017, 0.001
Si, -0.0005, -0.0006, 0.001
Si, 0.0004, -0.0017, -0.0024
Si, 0.0001, 0.0007, 0.0005
Si, -0.0004, 0.0006, -0.0003
Si, -0.0013, -0.0004, 0
Si, 0.0006, 0.0004, 0.0001
Si, -0.0005, -0.0007, -0.0002
Si, 0.0005, 0.0005, 0.0007
Si, 0.0008, 0.0007, 0.0006
Si, -0.0001, 0.0005, 0.0001
Si, 0.0008, 0.0007, 0.0006
Si, 0, -0.0002, 0.0003
Si, 0, 0.0002, -0.0001
Si, 0.0003, -0.0001, 0.0009
Si, -0.0006, -0.0002, -0.0001
Si, -0.0001, 0.0003, 0.0007
Si, 0.0002, 0.0005, 0.0009
Si, -0.0003, -0.0007, -0.0001
Si, -0.0008, 0, -0.0002
Si, 0.0005, 0.0006, -0.0001
Si, -0.0001, -0.0004, -0.0002
Si, 0, 0.0001, 0.0002
Si, 0.0007, -0.0002, -0.0002
Si, -0.0004, 0.0004, -0.0002
Si, -0.0001, 0.0006, 0.0001
Si, 0.0004, -0.0003, -0.0006
Si, 0.0003, -0.0009, -0.0001
Si, 0.0005, 0.001, 0.0002
Si, -0.0016, -0.0002, -0.0004
Si, 0.0007, 0.0001, 0.0002
Si, 0.0006, 0.0009, 0.0002
Si, -0.0001, -0.0009, -0.0002
Si, 0.0014, 0, -0.0001
Si, -0.0016, 0, -0.0001
Si, -0.0002, 0.0005, -0.0013
Si, -0.0003, 0.0005, -0.0013
Si, 0.0005, -0.0004, -0.0002
Si, 0.0012, 0.0008, -0.0003
Si, -0.0002, 0, 0.0006
Si, 0.0005, 0.0006, -0.0019
Si, -0.0008, 0.0001, -0.0004
Si, 0.0004, -0.0008, -0.0006
Si, -0.0002, -0.0005, 0.0019
Si, 0.0001, 0.0003, 0.001
Si, -0.0002, -0.0004, 0.002
Si, 0.0003, 0.0003, -0.0008
Si, 0.0003, 0.0002, 0.0004
Si, 0, -0.0001, 0.0006
Si, 0.0003, -0.0001, -0.0002
Si, 0.0005, 0.0005, 0.0022
Si, -0.0001, 0.0013, -0.0007
Si, -0.0004, -0.0008, -0.0004
Si, -0.0003, -0.0004, -0.002
Si, -0.0002, 0.0003, 0
Si, -0.0004, 0.0005, -0.0006
Si, 0.0002, -0.0004, -0.0007
Si, 0.0002, 0.0004, -0.0006
Si, 0.0005, 0.0002, -0.0008
Si, 0.0021, -0.0002, 0.002
Si, -0.0017, 0.0001, 0.0035
Si, 0, 0.0021, 0.0033
Si, -0.0001, -0.0015, 0.0024
Si, -0.0016, -0.0005, 0.003
Si, 0.0017, 0.0002, 0.0033
Si, -0.001, -0.0022, 0.0016
Si, -0.0001, 0.0025, 0.0026
O, -0.0006, -0.0006, -0.0018
O, -0.0006, -0.0011, -0.0017
O, -0.0004, 0.0012, -0.0038
O, 0.0008, -0.0014, -0.0007
O, 0.0009, 0.001, -0.0018
O, 0.0006, 0.0006, -0.0013
O, -0.0009, -0.0008, -0.0011
O, -0.0013, 0.0025, -0.0007
O, 0.0009, -0.0003, -0.0016
O, 0.0004, -0.001, -0.0017
O, -0.0009, 0.0007, -0.0015
O, -0.001, 0.0014, -0.0018
O, -0.0008, 0.0012, -0.0018
O, -0.0009, 0.0006, -0.0017
O, 0.0002, -0.0004, -0.0015
O, 0.0011, -0.0006, -0.0018
O, 0.0005, -0.0003, 0.0039
O, 0.0007, -0.0009, 0.0008
O, -0.0003, -0.0007, 0.0016
O, -0.0018, 0.0026, 0.0018
O, -0.0006, 0.0009, 0.0012
O, -0.0086, 0.0043, -0.0137
O, -0.0017, 0, 0.0018
O, -0.0027, 0.0031, 0.0044
Si, 0, 0.0007, -0.0017
Si, 0.0001, 0, 0
Si, -0.0001, 0.0002, -0.0005
P, 0.0014, 0.0021, -0.0005
Si, 0.0003, -0.0002, 0.0007
Si, -0.0002, -0.0001, -0.001
Si, 0, -0.0002, 0.0006
Si, -0.0017, -0.001, -0.0015
Si, 0, 0.0005, 0.0013
Si, 0.0002, -0.0002, -0.0012
Si, 0.0003, 0, -0.0017
Si, -0.0004, 0.0003, -0.0021
Si, 0.0005, -0.0001, 0.0013
Si, -0.0006, -0.0011, 0.0001
Si, 0.0004, -0.0003, 0.0015
Si, -0.0006, -0.0002, -0.002
Si, -0.0004, 0, 0.0002
Si, -0.0014, -0.0002, -0.0014
Si, -0.0003, -0.0004, 0.0016
Si, 0.0001, -0.0004, -0.0018
Si, 0.0001, -0.0004, -0.0014
Si, -0.0001, -0.0003, -0.0002
Si, 0.0001, -0.0001, -0.0015
Si, -0.0005, -0.0006, 0.0014
Si, 0, -0.0005, 0.0007
Si, 0, -0.0005, -0.0013
Si, 0.0014, 0.0005, -0.0012
Si, -0.0001, 0.0002, 0.0009
Si, 0, 0, 0.0006
Si, -0.0004, -0.0003, -0.0016
Si, 0.0002, -0.0002, -0.0012
Si, 0.0001, 0, -0.0008
Si, -0.0002, 0.0002, 0.001
Si, -0.0001, -0.0002, -0.0001
Si, -0.0001, -0.0001, -0.0012
Si, 0.0016, 0.0028, -0.0002
Si, -0.0001, -0.0002, -0.0019
O, -0.0001, 0, -0.0005
O, -0.0001, -0.0001, 0.0009
O, 0.0001, 0, -0.0002
O, 0, -0.0001, 0.0002
O, -0.0002, 0.0001, 0.0008
O, 0, -0.0001, -0.0002
O, 0, 0.0002, 0.0006
O, 0.0004, -0.0002, 0.001
O, -0.0011, -0.0006, 0.001
O, -0.0001, -0.0001, 0.001
O, -0.0002, -0.0003, -0.0003
O, -0.0005, 0.0003, 0.0006
O, 0, -0.0001, 0.0001
O, 0.0005, -0.0007, 0.0008
O, 0, -0.0002, 0.0002
O, 0.0004, 0.0001, 0.0013
O, 0.0001, 0.0001, 0.0009
O, 0.0001, 0.0001, 0.0009
O, 0, -0.0002, 0.0002
O, 0, 0.0004, -0.0002
O, 0, -0.0001, 0.0004
O, -0.0004, -0.0003, 0.0014
O, 0.0019, 0.0005, 0.0012
O, 0.0001, -0.0002, 0.0003
O, -0.0015, -0.0028, 0.001
O, 0, -0.0001, 0.0004
O, 0, 0.0002, 0.0008
O, 0, 0, 0.0007
O, 0.0001, -0.0003, -0.0005
O, -0.0001, 0, 0.0006
O, -0.0001, 0, -0.0007
O, 0.0002, -0.0001, 0.0007
O, 0, -0.0001, -0.0004
O, 0.0005, -0.0002, -0.0005
O, 0, 0, -0.0002
O, -0.0002, 0, 0.0009
O, 0, -0.0001, -0.0005
O, -0.0001, -0.0001, 0.0004
O, -0.0001, 0.0001, -0.0005
O, 0, -0.0001, 0.0005
O, 0, -0.0002, -0.0009
O, 0, -0.0004, -0.0007
O, -0.0001, -0.0001, -0.0001
O, 0.0001, 0.0001, 0.0005
O, 0.0001, -0.0003, 0.0007
O, 0, -0.0004, 0.0003
O, 0, -0.0002, -0.0001
O, 0.0001, 0, 0.0007
O, -0.0001, 0, -0.0002
O, -0.0002, -0.0007, 0.0007
O, 0.0011, 0.0008, -0.0008
O, -0.0001, 0.0001, -0.0009
O, 0, 0, 0.0007
O, -0.0003, -0.0004, 0.0005
O, 0, 0, -0.0003
O, 0.0002, 0.0003, 0.0001
O, 0, -0.0001, -0.0001
O, 0.0001, -0.0001, -0.0004
O, 0, 0, 0.0007
O, 0, 0.0001, 0.0004
O, -0.0001, -0.0011, 0.0018
O, -0.0001, -0.0001, 0.0009
O, -0.0003, -0.0001, 0.0003
O, -0.0002, 0.0001, -0.0008
O, 0.0001, -0.0001, -0.0007
O, 0.0001, -0.0003, 0.0004

The program warned: the cutoff lies below the one the program advises for these potential files; the exchange-correlation potential is rough where the density is thin.
